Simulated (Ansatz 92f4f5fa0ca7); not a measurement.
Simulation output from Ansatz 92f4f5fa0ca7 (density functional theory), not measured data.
Periodic cell of 223 atoms, Si132O90As1, from a study of silicon, its oxide and their interface. The atomic structure is a simulated model.
Doubt: the cutoff is far below the 930 eV that the study's wrapper takes by default for these files, so forces and energies are approximate.
This geometry differs little from another in the collection (a relaxation step or a small displacement).

Settings: functional PBE; potential files Ansatz PAW; basis plane waves; wave-function cutoff 580 eV; density cutoff ratio 5; exchange-correlation grid ratio 1; k mesh 1 x 1 x 1, Gamma-centred; self-consistency stop 5e-08 eV per atom in the density residual; occupations fixed; spin none; net charge +1 e, with a uniform compensating background and no finite-size correction.

Cell vectors (angstrom)
a  10.938  0  0
b  0  10.938  0
c  0  0  32.1988

Atoms and the computed forces on them: element, x, y, z (angstrom), force x, y, z (eV/angstrom)
Si  10.5779  0.2215  24.86  -0.003  0.0168  0.0238
Si  5.7302  10.679  24.7352  0.0106  -0.0162  0.0281
Si  2.4725  2.9151  24.6308  -0.0118  0.0142  0.0304
Si  8.4183  2.4624  24.8207  0.0195  -0.0118  0.024
Si  0.2686  5.1669  24.7478  0.0162  -0.0119  0.0293
Si  5.1457  5.747  24.6837  -0.0076  0.0138  0.029
Si  2.9267  8.0073  24.5908  0.0161  -0.0126  0.032
Si  7.9336  8.4377  24.7254  -0.0133  0.0105  0.0255
Si  1.3233  1.3814  26.0273  0.0014  -0.0091  -0.0055
Si  6.8409  1.3049  26.1185  -0.0084  0.0068  -0.0143
Si  4.0368  4.1023  25.9841  0.0039  -0.0021  -0.0103
Si  9.6041  4.0562  26.0797  -0.0064  0.0043  -0.0072
Si  1.3928  6.825  25.9965  -0.0041  -0.0005  -0.0091
Si  6.7621  6.8513  26.0171  0.0016  -0.005  -0.0047
Si  4.0977  9.5314  25.9936  -0.0005  0.004  -0.0057
Si  9.4553  9.5688  26.1467  0.0112  -0.0063  -0.012
Si  2.7216  -0.0094  27.3354  0.0033  0.0038  0.0155
Si  8.1538  -0.0232  27.5571  0.0026  0.0061  -0.0207
Si  0.0062  2.7127  27.4817  0.0008  -0.0001  -0.0184
Si  5.4338  2.7401  27.3584  0.0018  0.0048  0.0137
Si  2.7227  5.463  27.4248  -0.0007  0.001  -0.0061
Si  8.1792  5.4685  27.3434  0.0015  0.0034  0.0148
Si  -0.014  8.1785  27.3657  0.0035  0.004  0.0136
Si  5.4364  8.1959  27.4428  0.0017  0.0056  -0.0113
Si  4.0754  1.3603  28.7391  -0.0048  -0.0052  -0.0171
Si  9.5747  1.3501  28.8379  0.007  0.0032  0.0377
Si  1.3624  4.1024  28.8072  -0.0003  0.0126  0.0228
Si  6.8244  4.0988  28.733  -0.0029  0.0041  -0.0158
Si  4.0944  6.814  28.7981  0.0029  -0.0023  0.0149
Si  9.5487  6.8195  28.7429  -0.0019  -0.0071  -0.0122
Si  1.3605  9.5627  28.7274  0.0054  -0.0006  -0.0138
Si  6.7842  9.5394  28.8538  -0.0317  -0.0098  0.0415
Si  0.0176  -0.0301  30.1568  -0.0051  0.0083  -0.0035
Si  5.4238  0.0059  30.1582  0.0063  -0.0061  -0.0067
Si  2.7337  2.7223  30.1487  0.0012  0.0045  -0.0043
Si  8.1888  2.7453  30.1344  0.0041  -0.0037  -0.0013
Si  -0.0274  5.4644  30.137  0.0065  -0.0074  -0.0038
Si  5.4807  5.4528  30.1464  -0.0058  0.0026  -0.0033
Si  2.7175  8.2061  30.1206  0.0028  -0.0022  -0.0004
Si  8.2016  8.1724  30.1595  -0.0003  0.0065  -0.0061
Si  1.3735  1.3505  31.526  0.0042  -0.0003  -0.0012
Si  6.8258  1.3734  31.4907  -0.002  -0.0061  0.0025
Si  4.1121  4.0868  31.5117  0  -0.0015  -0.0006
Si  9.5586  4.0944  31.5155  0.0049  0.0094  -0.0053
Si  1.3494  6.8428  31.4775  -0.0012  -0.0014  0.0019
Si  6.8449  6.809  31.5365  0.0052  0.0023  -0.0011
Si  4.0747  9.5596  31.5184  0.0047  0.0087  -0.006
Si  9.5787  9.5461  31.5166  -0.0065  -0.0021  0.001
Si  2.7358  -0.013  0.7074  0.0016  0.0024  -0.0056
Si  8.1974  0.0015  0.6509  0.0013  0.0129  0.0065
Si  -0.0055  2.7263  0.6841  -0.0038  0.0009  0.005
Si  5.4864  2.728  0.686  -0.004  0.0003  -0.0064
Si  2.7306  5.4893  0.6395  -0.0036  0.0033  0.0109
Si  8.2182  5.449  0.7128  -0.0011  -0.0099  -0.0033
Si  0.0089  8.1796  0.6864  0.0097  0.0007  -0.0017
Si  5.4673  8.2012  0.6827  -0.0134  0.0002  0.0043
Si  4.1333  1.3567  2.049  -0.0082  0.0061  0.0294
Si  9.5588  1.3456  2.0456  -0.0081  -0.0167  -0.0034
Si  1.3715  4.135  2.0099  0.0117  -0.0029  0.0128
Si  6.8523  4.0744  2.0717  -0.0013  0.0151  0.0006
Si  4.0991  6.8242  2.0459  0.019  0.0121  -0.0025
Si  9.589  6.8256  2.0668  -0.0082  0.006  0.0065
Si  1.3807  9.5352  2.0563  -0.0208  0.0005  0.002
Si  6.836  9.5911  2.0347  0.0133  -0.0085  0.0065
Si  -0.015  -0.054  3.3844  -0.0052  0.0197  -0.0336
Si  5.4956  0.0094  3.4582  0.0115  0.0067  0.011
Si  2.7785  2.7881  3.3385  0.0309  0.0419  -0.0408
Si  8.2041  2.7003  3.4538  -0.0216  -0.0378  0.0117
Si  0.0317  5.4698  3.4414  0.0198  0.0081  0.0084
Si  5.4947  5.4717  3.4043  -0.0513  -0.0282  -0.0072
Si  2.7619  8.1976  3.4492  0.019  0.0059  0.0174
Si  8.2073  8.2239  3.3778  0.0095  0.0222  0.0073
Si  1.3641  1.4275  4.5916  -0.0093  -0.0808  0.0076
Si  6.8696  1.3165  4.9013  -0.0126  0.0631  0.0059
Si  4.131  4.104  4.79  0.0438  0.0329  -0.0078
Si  9.5875  4.0767  4.7738  -0.0103  -0.0024  -0.0072
Si  1.4205  6.8249  4.8322  0.0023  -0.0087  0.004
Si  6.825  6.8929  4.7364  0.0427  0.0128  0.0367
Si  4.168  9.5577  4.8361  -0.0441  0.009  -0.0164
Si  9.5562  9.5415  4.7974  -0.0319  -0.0225  0.0308
Si  2.6464  0.0345  5.9694  -0.0272  0.0401  -0.0547
Si  8.2148  -0.0719  6.2819  0.0131  0.0151  0.0251
Si  0.0245  2.6537  6.055  0.0331  0.0326  0.0473
Si  5.5642  2.818  6.2361  -0.0534  -0.0377  -0.1325
Si  2.8254  5.4824  6.2025  -0.019  -0.0371  0.0327
Si  8.1888  5.4856  6.0428  0.0017  0.0217  0.0036
Si  -0.002  8.1604  6.1621  0.0047  -0.0023  -0.0035
Si  5.5289  8.2175  6.2538  0.0098  0.009  0.0399
As  3.845  1.5658  7.5021  0.1296  -0.1047  -0.0707
Si  9.8408  1.127  7.479  -0.0281  -0.0408  -0.1365
Si  1.6055  3.8158  7.3165  0.2297  -0.1028  -0.5712
Si  6.6907  4.4697  7.5253  -0.0256  -0.0293  -0.0539
Si  4.4112  6.638  7.5823  -0.0025  -0.0096  -0.1236
Si  9.3641  6.9418  7.4444  -0.0331  0.0751  -0.2785
Si  1.1022  9.8764  7.3274  0.0661  0.0248  -0.0592
Si  7.1509  9.2407  7.6888  -0.029  0.0107  -0.2188
O  8.3008  8.097  7.864  -0.0127  -0.0031  0.1463
O  2.6862  2.7788  8.0736  -0.0168  0.0272  -0.0192
O  9.5139  1.3481  24.2656  -0.0021  -0.0032  0.0097
O  4.0418  6.8623  24.1253  0.0005  -0.0035  0.0062
O  0.0273  0.0097  7.9887  -0.0088  0.0237  0.0365
O  5.5435  5.5258  8.071  -0.0135  0.0085  0.0185
O  6.8413  9.5692  24.1956  0.003  0.0017  0.0072
O  1.3625  4.0596  24.1641  0.0036  0  0.0072
O  3.8698  7.3854  8.9626  -0.0345  0.0315  0.0628
O  0.7107  4.4378  8.4994  -0.2225  0.0692  0.4882
O  9.7912  6.2403  8.8699  -0.0449  -0.034  0.0914
O  2.1529  9.3781  8.4752  -0.0011  -0.0605  0.066
O  7.5545  3.9503  8.8145  0.055  -0.0599  0.0876
O  4.2163  0.8385  9.0743  0.1257  -0.076  0.4127
O  6.7495  9.5603  9.239  -0.0206  0.0113  0.1926
O  9.2022  1.846  8.8092  -0.0505  0.0547  0.0925
O  7.6987  3.1499  23.5229  -0.0298  0.0247  -0.033
O  10.4897  5.8463  23.4467  -0.027  0.0313  -0.035
O  5.0806  0.4369  23.4049  -0.0229  0.0323  -0.0354
O  5.8535  5.0891  23.3587  0.0297  -0.0359  -0.0369
O  3.0968  2.2067  23.2725  0.0327  -0.026  -0.0358
O  2.2924  8.7222  23.2295  -0.0332  0.0249  -0.0339
O  8.6205  7.7611  23.3939  0.0315  -0.0267  -0.0346
O  0.2223  10.3248  23.5951  0.0254  -0.0355  -0.0433
Si  4.3832  1.57  22.4637  0.0016  0.0073  0.0467
Si  3.4966  7.9228  14.0428  -0.0064  0.0047  -0.0128
Si  7.1195  0.9504  14.6897  0.004  0.002  -0.0193
Si  0.94  9.3556  22.5186  0.0047  -0.012  0.0472
Si  1.1964  4.3007  11.8942  0.0082  -0.0074  -0.0028
Si  6.2721  8.9586  15.3321  -0.0069  0.0016  -0.001
Si  0.6797  1.3696  12.3177  0.024  -0.008  -0.0207
Si  8.6256  4.9516  20.5145  -0.0143  0.0153  0.0263
Si  0.3122  5.7385  9.372  0.0294  0.0666  -0.039
Si  5.099  3.1257  17.9465  -0.0012  -0.0084  -0.0045
Si  0.8857  3.745  16.7556  -0.0132  -0.0039  -0.0012
Si  10.403  2.8514  19.2382  -0.0007  0.0033  0.0062
Si  5.2791  1.1952  10.3408  -0.15  -0.0554  -0.1393
Si  0.8854  0.1806  19.8498  0.016  -0.0192  0.0205
Si  6.6613  9.4647  10.887  -0.0965  0.125  -0.0825
Si  9.3375  9.6805  18.3335  0.0062  0.0087  -0.0031
Si  9.3978  9.2505  12.5882  -0.0008  0.0102  0.0055
Si  6.565  3.8437  22.5828  -0.0069  0.0044  0.0373
Si  2.4476  8.0737  9.3988  0.0346  0.0308  -0.081
Si  10.5908  7.3686  17.0852  -0.0037  -0.0035  -0.0044
Si  2.5135  6.293  16.5893  0.0024  0.0001  -0.0164
Si  10.1824  4.4933  14.1925  0.007  -0.0198  -0.0142
Si  6.1375  9.1862  18.5242  -0.0078  0.0086  -0.0136
Si  7.9581  2.5662  9.5816  -0.0914  -0.0274  -0.0588
Si  8.8756  2.1332  12.4687  -0.003  0.0092  -0.0083
Si  5.3413  6.2474  18.0735  0.0015  -0.002  -0.0114
Si  3.9196  0.5576  19.4649  -0.01  0.0037  0.033
Si  4.2881  3.8505  12.0527  0.0185  -0.0741  -0.0256
Si  5.5492  6.6067  12.1513  0.0015  0.0004  0.0023
Si  8.0134  2.5088  17.2321  0.0016  -0.0056  -0.0013
Si  4.3646  2.478  14.9725  0.0104  0.0078  -0.0396
Si  1.5397  1.2154  15.2722  -0.0058  0.0089  -0.0205
Si  1.5706  9.4183  12.0687  0.0444  0.0212  -0.0398
Si  8.0576  6.8548  13.8794  -0.0019  -0.0018  -0.0008
Si  10.3865  9.8382  15.5016  -0.0012  0.0114  -0.0124
Si  9.8052  7.0166  22.5481  -0.0006  0.003  0.0358
Si  8.1121  5.4847  17.413  0.0048  -0.0071  0.0141
O  6.049  7.9745  11.3033  -0.0067  -0.0396  0.0031
O  6.0151  9.2028  16.9049  0.0002  0  0.0041
O  7.688  1.3518  13.2184  -0.0117  -0.0083  0.0124
O  0.8778  1.7538  13.8849  0.0126  -0.0048  0.0306
O  9.4352  6.2504  16.8841  0.0027  0.0065  0.0006
O  6.7655  6.2079  13.1458  0.0171  0.0007  -0.0055
O  5.1293  4.6621  18.6117  -0.0006  0.0069  0.0075
O  9.2283  2.1622  18.2865  -0.0105  -0.0016  -0.0011
O  2.364  0.096  19.08  0.0037  0.0001  -0.0034
O  9.4139  10.2374  16.7726  -0.002  -0.0038  0.0024
O  2.8008  4.4459  11.7115  -0.0067  -0.0003  -0.018
O  5.0638  10.3254  19.1071  0.011  -0.0143  0.0025
O  9.4266  3.2596  13.4702  0.0029  0.0114  -0.0062
O  0.4608  1.7697  19.9619  -0.0054  0.005  0.0053
O  3.1501  1.3693  15.0541  -0.0049  0.0012  -0.0002
O  8.1679  5.3723  19.0258  -0.0065  0.0053  -0.0269
O  3.8973  6.6026  17.3933  0.0026  -0.0015  0.0085
O  4.5778  3.2854  16.3855  0.0018  -0.0013  -0.0006
O  9.0752  5.6735  14.3152  -0.0026  0.0044  -0.0126
O  5.4451  2.7582  22.1364  -0.002  -0.0041  0
O  10.6789  4.131  15.6808  0.0081  0.0012  0.0158
O  0.3355  3.8744  18.2857  0.0061  0.0031  -0.0007
O  10.4254  10.5176  19.2246  -0.0165  -0.0084  -0.0031
O  9.6539  10.0334  14.0359  0.0024  -0.0021  0.0147
O  10.9072  8.1201  22.0876  0.0016  0.0035  0.0022
O  1.1999  2.1609  16.5463  0.0026  0.0027  0.0042
O  9.7359  3.7542  20.4284  0.0117  -0.0166  -0.0021
O  8.1363  4.0331  16.6824  -0.0026  0.0002  -0.0017
O  -0.0374  9.1023  11.9135  -0.0238  -0.0032  -0.0049
O  6.5826  2.4214  18.013  0.0022  0.0014  0.0061
O  5.6  10.7457  11.1852  0.1163  -0.1249  0.0154
O  7.7479  9.597  18.8469  0.0027  -0.003  0.0105
O  10.0331  1.0312  12.0568  0.0005  -0.001  -0.0072
O  1.3223  6.9631  9.0621  0.0002  0.0106  0.0196
O  0.6303  4.7729  13.3491  -0.0199  0.0107  0.0115
O  5.7077  7.6241  18.9893  -0.0018  -0.0064  0.011
O  5.2512  5.0912  11.5178  0.0027  0.0248  -0.0094
O  2.7177  6.9781  15.1206  -0.0055  -0.0068  0.0152
O  0.9354  2.7375  11.4753  -0.0034  -0.001  -0.0053
O  0.8685  10.6842  15.5544  -0.0006  -0.0048  0.0017
O  2.4032  8.6081  10.9159  -0.0265  0.0147  0.0542
O  4.6913  2.4444  11.2356  -0.0282  0.1215  0.0596
O  4.272  3.5003  13.67  -0.0029  -0.0194  0.0271
O  2.1991  4.6849  16.4924  0.0025  0.0006  0.0026
O  10.7033  8.2498  15.7027  0.0005  -0.0046  -0.0002
O  6.9359  10.283  14.6792  -0.0046  -0.0051  0.0015
O  2.3501  8.949  13.4347  0.0111  -0.0184  0.0181
O  8.0339  1.5211  15.924  0.001  0.0029  0.0071
O  4.1275  6.9936  12.8551  -0.0121  0.0099  0.0017
O  4.1724  2.0111  18.7215  0.0076  0.0133  -0.0056
O  7.289  4.4175  21.2629  0.0283  0.0135  -0.0266
O  8.3561  2.8826  11.1142  0.0049  -0.0145  0.012
O  1.1826  6.8705  17.3645  -0.0011  -0.0008  0.0057
O  5.6524  1.5638  14.7637  -0.0159  0.0022  0.0076
O  8.1391  9.7729  11.5999  0.0286  -0.0165  -0.0032
O  9.1976  6.2913  21.2368  -0.0135  -0.028  -0.0254
O  8.9531  7.7222  12.8561  -0.0026  -0.0113  -0.0032
O  1.6579  0.1228  11.9027  -0.0278  -0.0017  -0.0002
O  6.6477  6.1506  17.0693  -0.0072  0.0008  -0.0005
O  7.4074  7.7993  15.0535  -0.0042  0.0062  0.0023
O  1.213  10.3028  21.2325  -0.0004  0.0323  -0.0421
O  10.0274  8.201  18.3602  0.0016  -0.0038  0.0037
O  3.9452  0.8506  21.0801  -0.0099  -0.0208  -0.0499
O  0.3593  5.3036  10.9112  0.0094  -0.0175  0.114
O  6.6377  1.6127  9.5353  0.1354  0.0679  0.0031
O  4.7898  8.6962  14.681  0.0062  0.0002  0.0029

Results
free energy: -139958.704 eV
free energy less fixed offsets of As -4856.12, O -568.88, Si -635.61 eV per atom: -2.864 eV

The program warned: the cutoff lies below the one the program advises for these potential files; the forces do not sum to zero within the program's tolerance; the exchange-correlation potential is rough where the density is thin.
